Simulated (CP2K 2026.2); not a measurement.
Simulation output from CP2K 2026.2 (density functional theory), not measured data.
Periodic cell of 513 atoms, Si351O162, from a study of silicon, its oxide and their interface. The atomic structure is a simulated model.
Doubt: the forces sum to 1.53 eV/angstrom along one axis rather than to zero, so they err by at least 0.0030 eV/angstrom per atom on average; the grid cutoff is modest.

Settings: functional PBE; method Gaussian and plane waves; basis set DZVP-MOLOPT-SR-GTH; pseudopotentials GTH-PBE; grid cutoff 350 Ry, relative cutoff 50 Ry; k points Gamma only; occupations fixed; spin none; net charge 0.

Cell vectors (angstrom)
a	16.407	0	0
b	0	16.407	0
c	0.1491	-0.036	34.213

Atoms and the computed forces on them: element, x, y, z (angstrom), force x, y, z (eV/angstrom)
Si	16.065	0.363	0.171	-0.241	0.09	-0.101
Si	2.502	2.773	0.085	-0.029	-0.21	0.134
Si	0.219	5.093	0.032	-0.196	0.178	-0.106
Si	2.3	8.535	34.117	-0.157	0.315	0.284
Si	0.133	10.884	0.403	0.02	-0.021	-0.208
Si	3.2	13.156	0.04	0.007	-0.007	0.059
Si	5.79	16.109	34.117	-0.086	-0.011	-0.016
Si	8.441	2.59	33.959	0.174	-0.008	0.086
Si	5.402	5.628	0.159	0.129	-0.106	0.134
Si	8.239	8.788	34.156	0.061	0.076	0.078
Si	5.565	10.933	0.136	-0.181	0.078	0.006
Si	8.117	13.988	34.193	0.126	-0.115	0.01
Si	10.575	0.397	0.045	0.287	-0.224	-0.045
Si	13.81	2.613	0.318	0.107	-0.259	-0.203
Si	11.857	4.905	34.099	0.066	-0.018	0.027
Si	13.604	8.431	0.155	0.053	-0.185	-0.04
Si	11.245	10.698	0.235	0.047	0.188	-0.267
Si	14.588	13.167	34.017	-0.049	0.238	-0.096
Si	1.359	1.324	1.513	-0.026	0.06	-0.169
Si	4.157	4.008	1.34	-0.217	0.225	-0.104
Si	1.302	6.841	1.334	0.057	-0.152	-0.181
Si	4.06	9.529	1.281	-0.253	-0.225	-0.346
Si	1.577	12.265	1.557	0.082	0.073	-0.212
Si	4.187	14.924	1.338	0.03	-0.049	-0.253
Si	6.8	1.406	1.199	0.07	-0.152	-0.23
Si	9.69	4.114	1.106	0.1	-0.022	-0.249
Si	6.922	7.056	1.27	-0.115	0.095	-0.21
Si	9.579	9.685	1.535	0.074	-0.019	0.084
Si	6.903	12.361	1.385	0.262	0.342	-0.139
Si	9.547	15.126	1.358	-0.069	0.089	-0.223
Si	12.285	1.306	1.467	-0.26	-0.105	-0.24
Si	15.11	4.07	1.545	0.199	0.095	-0.212
Si	12.473	6.705	1.333	0.014	0.076	-0.099
Si	15.113	9.52	1.599	-0.121	0.027	-0.247
Si	12.499	12.422	1.196	0.138	-0.127	-0.26
Si	15.095	14.966	1.356	0.008	0.073	-0.148
Si	0.067	2.717	2.88	0.133	0.077	0.248
Si	2.791	16.308	2.726	0.026	-0.008	-0.129
Si	0.029	8.105	2.873	0.027	-0.083	0.068
Si	2.787	5.471	2.686	-0.048	0.052	-0.093
Si	0.127	13.711	2.772	0.101	0.048	0.058
Si	2.862	10.858	2.851	0.001	-0.064	0.145
Si	5.509	2.69	2.693	-0.012	-0.055	0.086
Si	8.184	0.073	2.7	-0.112	0.102	0.102
Si	5.487	8.249	2.71	0.049	0.103	-0.001
Si	8.316	5.552	2.539	0.019	-0.186	-0.128
Si	5.548	13.676	2.795	-0.027	0.023	0.116
Si	8.254	11.064	2.829	0.011	0.017	0.118
Si	10.924	2.762	2.714	-0.072	0.103	0.077
Si	13.652	16.278	2.764	0.018	-0.078	0.01
Si	10.973	8.121	2.678	0.066	-0.077	0.042
Si	13.76	5.467	2.84	0.007	0.085	0.141
Si	11.025	13.736	2.624	0.06	-0.078	-0.169
Si	13.709	11.008	2.751	-0.105	-0.049	0.217
Si	1.453	4.134	4.164	-0.088	-0.068	-0.131
Si	4.156	1.322	4.073	0.002	0.017	0.014
Si	1.428	9.515	4.171	0.146	-0.049	-0.014
Si	4.153	6.836	4.081	0.068	-0.085	0
Si	1.45	15.041	4.176	-0.064	-0.096	0.042
Si	4.203	12.285	4.179	-0.034	0.015	-0.082
Si	6.92	4.137	3.958	0.03	0.029	-0.006
Si	9.566	1.401	4.102	0.037	0.019	-0.096
Si	6.857	9.63	4.105	-0.073	-0.02	-0.036
Si	9.615	6.807	4.075	0.038	0.051	0.012
Si	6.893	15.084	4.136	-0.011	-0.017	-0.133
Si	9.693	12.395	4.095	-0.099	-0.074	0.028
Si	12.333	4.089	4.115	-0.152	0.006	-0.048
Si	15.043	1.303	4.13	0.057	0.001	-0.131
Si	12.327	9.558	4.075	0.057	0.091	-0.2
Si	15.081	6.797	4.249	0.01	0.027	-0.025
Si	12.292	14.997	4.151	0.145	0.142	0.028
Si	15.128	12.327	4.128	-0.108	-0.017	-0.152
Si	0.047	16.401	5.512	0.013	0.017	-0.028
Si	2.818	2.718	5.472	-0.01	0.025	-0.016
Si	0.067	5.442	5.559	0.047	0.011	0.007
Si	2.81	8.171	5.518	-0.03	0.007	-0.051
Si	0.061	10.927	5.496	-0.012	0.02	-0.008
Si	2.804	13.653	5.517	0.01	-0.013	-0.007
Si	5.509	0.011	5.5	-0.025	-0.06	-0.028
Si	8.216	2.786	5.444	0.059	-0.017	-0.072
Si	5.552	5.456	5.413	-0.049	0.055	-0.08
Si	8.243	8.21	5.427	-0.007	-0.017	-0.046
Si	5.547	10.941	5.548	0.026	0.032	0.018
Si	8.288	13.712	5.477	0.065	0.136	-0.007
Si	10.948	0.019	5.471	-0.058	-0.023	-0.033
Si	13.694	2.707	5.478	-0.04	-0.043	0.013
Si	10.973	5.465	5.478	0.013	-0.011	-0.044
Si	13.7	8.23	5.502	-0.02	-0.02	-0.011
Si	10.988	10.946	5.46	-0.026	-0.069	-0.04
Si	13.72	13.665	5.496	0.025	-0.032	-0.031
Si	1.426	1.374	6.856	-0.044	0.032	-0.036
Si	4.189	4.1	6.823	0.017	-0.062	-0.018
Si	1.436	6.824	6.892	0.007	-0.013	0.044
Si	4.167	9.557	6.876	-0.015	0.011	0.022
Si	1.424	12.294	6.871	0.015	-0.011	-0.019
Si	4.159	15.039	6.872	0.006	-0.014	0.005
Si	6.88	1.399	6.833	-0.035	0.013	0.022
Si	9.601	4.107	6.835	0.015	-0.004	0.02
Si	6.891	6.835	6.81	0	0.006	-0.024
Si	9.612	9.57	6.819	-0.014	0.068	-0.024
Si	6.93	12.331	6.858	-0.017	-0.067	0.012
Si	9.619	15.067	6.867	-0.05	0	0.033
Si	12.326	1.358	6.848	0.033	0.037	0
Si	15.072	4.067	6.863	0.042	-0.016	-0.003
Si	12.337	6.84	6.845	-0.019	0.038	0.006
Si	15.086	9.578	6.865	0.001	0.01	-0.012
Si	12.356	12.293	6.851	0.066	-0.039	0.012
Si	15.08	15.034	6.867	-0.008	0.008	-0.014
Si	0.045	2.722	8.231	0	-0.006	0.015
Si	2.784	0.002	8.227	0	-0.011	0.003
Si	0.05	8.203	8.226	0.031	0.004	0.004
Si	2.815	5.447	8.225	-0.034	0.021	-0.011
Si	0.047	13.667	8.224	-0.011	-0.033	0.001
Si	2.795	10.929	8.232	-0.021	-0.012	-0.003
Si	5.525	2.743	8.221	-0.005	0.019	0.002
Si	8.243	0.028	8.214	0.033	-0.011	-0.011
Si	5.542	8.187	8.218	-0.018	0.011	-0.004
Si	8.248	5.478	8.2	0.001	0.006	0.002
Si	5.543	13.679	8.226	-0.005	0.041	-0.004
Si	8.277	10.941	8.215	-0.009	-0.001	0.013
Si	10.966	2.737	8.205	-0.013	-0.01	-0.003
Si	13.702	-0.002	8.218	0.032	0.001	0.01
Si	10.975	8.21	8.205	0.028	-0.016	0.003
Si	13.708	5.464	8.207	-0.001	0	0.003
Si	10.991	13.677	8.214	-0.011	0.01	-0.001
Si	13.72	10.94	8.23	-0.004	0.002	0.009
Si	1.418	4.096	9.589	0	-0.018	0
Si	4.154	1.374	9.587	-0.012	0.003	-0.014
Si	1.418	9.569	9.592	0.004	0.015	0.004
Si	4.175	6.825	9.589	0.008	0.001	0
Si	1.408	15.041	9.587	-0.008	0.001	-0.005
Si	4.169	12.305	9.584	-0.004	-0.016	-0.005
Si	6.896	4.109	9.579	-0.018	-0.01	-0.008
Si	9.614	1.377	9.586	-0.01	0.002	0.007
Si	6.909	9.567	9.579	-0.002	0.009	-0.003
Si	9.619	6.836	9.57	-0.021	0.011	0
Si	6.896	15.057	9.59	-0.029	-0.007	0
Si	9.637	12.306	9.591	0.002	-0.014	-0.003
Si	12.334	4.102	9.571	0.01	-0.002	0.001
Si	15.071	1.359	9.589	0.01	0	0.004
Si	12.349	9.567	9.582	0.011	0.01	-0.005
Si	15.08	6.83	9.577	0.023	0.008	-0.001
Si	12.345	15.042	9.593	0.021	-0.018	0.001
Si	15.084	12.31	9.594	0.013	0.009	0
Si	16.433	-0.011	10.957	0.016	-0.002	0.008
Si	2.778	2.728	10.959	-0.005	0.005	0.001
Si	16.444	5.466	10.95	0.003	0.021	0.001
Si	2.798	8.2	10.942	-0.034	-0.005	-0.013
Si	16.45	10.937	10.952	0.015	-0.004	0.003
Si	2.789	13.673	10.939	0.007	0.005	-0.014
Si	5.527	0.014	10.955	-0.013	-0.009	0.008
Si	8.259	2.747	10.952	0.005	0	0.003
Si	5.541	5.464	10.959	0	-0.005	-0.002
Si	8.278	8.204	10.95	-0.002	-0.006	0
Si	5.544	10.939	10.946	-0.032	-0.003	0
Si	8.268	13.684	10.95	-0.006	0.011	-0.009
Si	10.976	0.008	10.956	-0.01	-0.004	0.008
Si	13.69	2.731	10.943	0.02	0.014	-0.004
Si	10.975	5.467	10.945	0.007	0.014	0.007
Si	13.713	8.196	10.948	0.006	-0.024	0.006
Si	11.003	10.938	10.962	0.011	0.001	0.016
Si	13.715	13.677	10.958	0.008	0	0.004
Si	1.395	1.358	12.315	-0.031	-0.019	0.002
Si	4.159	4.098	12.31	-0.021	-0.014	-0.003
Si	1.417	6.842	12.302	0.044	0.027	-0.006
Si	4.177	9.565	12.302	0	0.015	0.007
Si	1.412	12.313	12.303	0.011	-0.002	-0.007
Si	4.155	15.043	12.303	-0.019	-0.001	-0.02
Si	6.901	1.38	12.32	-0.01	0.012	-0.006
Si	9.624	4.099	12.329	-0.018	0	0.004
Si	6.931	6.823	12.315	-0.04	0.02	0.01
Si	9.649	9.558	12.327	-0.004	0.017	0.006
Si	6.914	12.307	12.316	-0.001	0	-0.013
Si	9.622	15.047	12.332	-0.011	-0.011	-0.001
Si	12.324	1.382	12.335	0.03	-0.013	0.009
Si	15.046	4.103	12.305	0.018	-0.033	-0.003
Si	12.34	6.831	12.313	0.011	-0.01	-0.007
Si	15.077	9.571	12.314	0.01	0.007	-0.005
Si	12.365	12.308	12.334	0.013	0.014	-0.005
Si	15.056	15.049	12.34	0.011	-0.041	0.005
Si	16.401	2.723	13.655	0.026	0.036	-0.017
Si	2.772	-0.014	13.668	0.071	-0.026	0.028
Si	16.448	8.204	13.668	0.023	-0.008	0.025
Si	2.791	5.476	13.657	-0.032	0.01	-0.011
Si	16.435	13.666	13.675	0.039	0.038	0.014
Si	2.797	10.945	13.645	-0.045	-0.014	0.004
Si	5.535	2.746	13.68	-0.031	0.001	0.013
Si	8.264	0.021	13.701	-0.004	-0.026	0.005
Si	5.566	8.198	13.655	-0.022	-0.029	-0.008
Si	8.291	5.47	13.713	0.003	-0.039	-0.009
Si	5.54	13.69	13.661	-0.068	0.001	0.025
Si	8.294	10.939	13.679	-0.031	0.003	-0.01
Si	10.961	2.739	13.729	-0.008	0.016	-0.012
Si	13.671	0.01	13.71	-0.012	0.058	-0.014
Si	11.01	8.193	13.715	0.027	-0.035	-0.007
Si	13.663	5.445	13.69	0.008	0.047	-0.017
Si	10.996	13.68	13.693	0.025	-0.018	-0.02
Si	13.724	10.931	13.704	0.008	-0.007	0.031
Si	1.377	4.105	14.966	0.045	-0.095	-0.057
Si	4.162	1.354	15.011	-0.081	0.051	-0.01
Si	1.426	9.588	15.014	0.064	0.042	-0.002
Si	4.201	6.828	15.008	0	-0.001	-0.041
Si	1.389	15.034	15.035	-0.104	-0.053	0.006
Si	4.17	12.311	15.001	0.052	0.042	0.034
Si	6.899	4.114	15.061	-0.019	-0.008	0.039
Si	9.606	1.374	15.118	-0.005	0.011	0.054
Si	6.952	9.54	15.023	0.009	-0.003	0.016
Si	9.685	6.801	15.102	-0.025	0.06	0.057
Si	6.892	15.058	15.048	0.023	0.025	0.012
Si	9.667	12.292	15.058	0.029	-0.004	0.018
Si	12.293	4.113	15.123	0.035	-0.032	0.039
Si	15.014	1.403	15.064	0.044	-0.025	0.059
Si	12.367	9.567	15.092	0.015	0.035	0.042
Si	15.05	6.825	15	-0.065	-0.011	-0.005
Si	12.297	15.067	15.097	-0.012	-0.061	0.057
Si	15.089	12.305	15.069	-0.011	-0.005	0.063
Si	16.408	0.022	16.37	0.062	0.035	0.189
Si	2.766	2.755	16.288	-0.055	0.029	0.295
Si	16.368	5.407	16.316	0.039	0.046	-0.008
Si	2.83	8.205	16.316	0.012	0.118	0.038
Si	0.079	10.937	16.434	-0.039	0.018	-0.033
Si	2.77	13.647	16.373	-0.004	0.005	-0.061
Si	5.528	0.029	16.42	0.04	-0.074	-0.007
Si	8.221	2.752	16.475	0.051	0.027	-0.068
Si	5.573	5.513	16.426	0.003	-0.069	0.214
Si	8.345	8.204	16.424	-0.042	-0.041	0.055
Si	5.575	10.931	16.317	-0.109	-0.068	0.09
Si	8.304	13.69	16.37	-0.029	-0.017	0.011
Si	10.926	-0.003	16.541	-0.011	0.08	0.12
Si	13.622	2.729	16.495	-0.072	0.03	-0.027
Si	10.978	5.458	16.597	-0.005	-0.002	0.106
Si	13.741	8.173	16.435	0.052	-0.089	0.012
Si	11.002	10.929	16.484	0.042	0.001	0.138
Si	13.688	13.685	16.41	0.02	-0.021	0.051
Si	1.38	1.432	17.695	0.165	0.096	-0.193
Si	4.128	4.105	17.687	-0.179	-0.224	-0.366
Si	1.372	6.812	17.521	-0.036	-0.089	-0.161
Si	4.237	9.558	17.693	-0.002	0.107	-0.069
Si	1.471	12.28	17.814	0.131	-0.048	0.098
Si	4.137	15.024	17.69	-0.165	0.01	0.04
Si	6.859	1.403	17.852	-0.112	0.14	-0.005
Si	9.501	4.079	17.958	0.034	0.059	0.081
Si	7.007	6.874	17.827	0.075	-0.068	-0.196
Si	9.68	9.512	17.889	0.107	-0.085	-0.003
Si	7.003	12.245	17.655	0.087	-0.054	-0.047
Si	9.489	15.035	17.908	0.031	-0.035	0.071
Si	12.262	1.387	17.955	0.004	-0.115	0.033
Si	14.993	4.142	17.79	0.083	-0.08	-0.061
Si	12.437	6.861	17.93	-0.015	0.029	0.052
Si	15.16	9.503	17.775	0	0.02	0.047
Si	12.372	12.33	17.839	-0.023	0.067	0.004
Si	15.036	15.073	17.758	-0.123	0.091	-0.091
Si	16.353	2.769	19.077	0.05	0.002	0.325
Si	2.832	0.106	19.018	-0.139	0.075	0.168
Si	0.211	8.088	19.04	-0.019	0.058	0.191
Si	2.693	5.524	18.876	0.042	-0.171	0.176
Si	0.096	13.781	19.045	-0.021	-0.037	0.292
Si	2.866	10.797	19.158	0.049	-0.117	0.31
Si	5.432	2.782	19.148	-0.018	0.043	0.295
Si	7.981	16.365	19.325	-0.048	-0.089	0.347
Si	5.668	8.292	19.097	0.006	0.203	0.315
Si	8.204	5.527	19.391	0.01	-0.004	0.208
Si	5.522	13.53	18.861	-0.242	0.123	0.189
Si	8.285	10.923	19.162	0.089	0.095	0.144
Si	10.764	2.649	19.387	0.056	-0.053	0.232
Si	13.705	-0.014	19.272	0.073	-0.013	0.242
Si	11.112	8.23	19.378	0.069	0.208	0.158
Si	13.808	5.476	19.328	-0.031	0.129	0.281
Si	10.936	13.686	19.252	0.096	-0.041	0.253
Si	13.808	10.89	19.106	-0.049	0.016	0.127
Si	1.543	4.015	20.3	0.022	-0.23	-0.119
Si	3.78	1.727	20.55	0.241	-0.072	-0.22
Si	1.98	8.913	20.399	0.232	0.116	-0.065
Si	4.163	6.833	20.065	0.037	0.103	0.425
Si	1.224	15.454	20.294	0.076	0.058	-0.084
Si	4.514	12.007	20.321	-0.155	-0.144	0.042
Si	6.254	4.533	20.488	-0.061	0.118	-0.074
Si	9.56	0.883	20.879	-0.132	-0.078	-0.165
Si	6.777	9.869	20.628	0.005	-0.142	0.084
Si	10.015	6.569	20.684	-0.166	-0.055	0.175
Si	6.258	15.008	20.468	0.288	-0.327	-0.271
Si	9.789	12.074	20.576	0.073	0.057	-0.22
Si	12.128	4.225	20.52	-0.042	0.031	0.037
Si	15.347	1.184	20.554	-0.091	-0.021	-0.014
Si	12.25	9.995	20.685	-0.187	0.003	-0.345
Si	15.361	6.914	20.642	-0.228	0.017	-0.157
Si	12.076	15.261	20.635	-0.042	0.075	-0.292
Si	15.263	12.275	20.311	0.077	0.072	-0.062
Si	14.059	3.079	22.689	0.044	-0.161	0.214
Si	13.662	3.603	25.686	0.06	0.182	0.356
Si	14.23	9.03	22.735	-0.083	-0.074	0.313
Si	0.481	10.565	22.449	0.087	0.035	0.127
Si	14.205	10.775	27.118	-0.006	0.003	0.03
Si	2.857	11.376	24.398	0.095	0.03	0.356
Si	9.015	4.119	25.092	0.129	0.069	0.107
Si	8.759	6.671	23.471	0.022	-0.203	0.434
Si	7.989	9.516	23.644	-0.09	0.114	0.314
Si	7.969	13.446	22.734	-0.055	-0.039	0.172
Si	10.131	1.474	25.856	0.165	0.114	0.207
Si	0.164	5.027	22.709	0.249	-0.063	0.495
Si	11.787	12.502	26.847	-0.084	0.057	0.008
Si	8.589	16.214	23.741	0.021	0.088	0.405
Si	0.14	4.174	25.415	-0.067	-0.083	0.452
Si	0.661	1.318	24.944	-0.05	-0.079	0.305
Si	4.325	4.474	25.254	0.104	-0.018	0.3
Si	0.491	6.492	28.763	-0.115	0.106	-0.252
Si	4.97	12.206	27.449	0.022	-0.006	-0.175
Si	13.832	13.87	22.52	0.086	-0.059	0.351
Si	2.546	14.308	24.727	-0.224	-0.005	0.418
Si	5.893	0.369	25.332	0.053	-0.013	0.336
Si	10.532	9.332	32.095	-0.071	0.186	-0.119
Si	6.672	4.586	23.314	0.059	0.049	0.512
Si	5.98	11.616	24.549	-0.168	-0.086	0.296
Si	3.658	14.473	21.964	-0.004	-0.124	0.173
Si	10.969	16.299	31.255	0.099	-0.012	-0.244
Si	12.995	8.503	25.441	-0.055	0.085	0.411
Si	15.477	10.735	29.996	0.043	0.091	-0.124
Si	12.67	1.505	27.604	-0.043	-0.096	-0.069
Si	0.919	2.442	27.674	0.072	-0.119	-0.04
Si	15.963	15.077	24.191	0.021	0.076	0.448
Si	3.279	6.403	32.303	0.092	0.16	-0.164
Si	1.607	9.245	29.391	-0.056	0.148	-0.027
Si	2.991	9.743	26.881	0.013	0.048	-0.105
Si	5.837	2.675	27.247	-0.09	-0.024	0.047
Si	3.487	1.786	23.813	-0.12	0.084	0.307
Si	7.094	6.79	29.901	0.017	0.241	-0.361
Si	10.627	5.246	31.452	0.072	-0.092	-0.594
Si	8.571	3.06	27.816	0.021	-0.097	-0.002
Si	8.019	9.517	30.327	-0.314	0.01	-0.368
Si	10.365	10.305	25.24	-0.004	0.057	0.34
Si	1.522	14.939	32.279	-0.173	-0.031	0.105
Si	12.103	5.803	26.976	0.123	0.002	-0.039
Si	14.117	5.763	29.401	0.046	-0.084	-0.238
Si	10.741	2.658	29.896	0.115	-0.192	-0.378
Si	14.095	13.155	25.358	0.165	0.107	0.386
Si	0.857	4.769	31.425	-0.315	-0.067	-0.434
Si	3.668	0.75	31.955	0.055	0.057	0.065
Si	2.916	6.644	27.057	0.024	-0.004	-0.068
Si	4.164	7.344	29.576	-0.008	0.155	-0.328
Si	3.546	1.216	28.916	-0.119	-0.104	-0.308
Si	3.986	15.149	27.117	0.008	0.066	-0.039
Si	9.956	6.649	28.741	-0.132	0.101	-0.302
Si	13.866	0.048	29.883	0.118	0.034	-0.186
Si	7.192	12.277	29.656	0.01	-0.044	-0.27
Si	7.625	4.668	32.049	-0.254	-0.076	-0.309
Si	9.068	13.772	31.267	0.047	-0.029	-0.392
Si	9.607	9.505	28.029	-0.072	-0.079	-0.251
Si	13.568	8.373	31.328	0.22	0.147	-0.296
Si	15.385	2.895	30.101	-0.058	-0.011	-0.228
Si	9.944	12.285	28.92	0.055	0.154	-0.135
Si	15.339	13.841	31.058	-0.113	-0.111	-0.371
O	14.77	15.092	30.112	-0.189	-0.099	0.087
O	0.555	15.923	33.157	0.097	0.17	0.088
O	1.386	3.762	33.993	0.193	0.092	-0.017
O	3.041	1.949	32.883	0.096	0.065	0.045
O	16.359	5.447	32.641	0.162	-0.15	0.522
O	2.406	5.067	31.93	0.311	0.101	-0.131
O	2.434	7.772	32.639	0.093	-0.145	0.047
O	4.252	6.714	31.054	-0.212	-0.118	0.189
O	15.678	11.901	33.759	-0.041	0.279	0.361
O	1.242	9.796	33.711	0.482	-0.301	0.156
O	2.365	13.793	33.09	0.147	0.073	0.152
O	3.538	16.064	28.397	0.032	-0.163	0.149
O	5.011	0.202	32.724	0.169	0.18	0.32
O	6.971	15.045	33.583	0.129	-0.032	0.458
O	9.58	1.416	33.682	-0.066	-0.055	0.277
O	7.879	3.06	32.409	0.212	-0.2	0.472
O	6.645	5.073	33.268	-0.105	0.317	0.038
O	4.229	6.229	33.608	0.206	-0.223	0.118
O	9.537	8.408	33.084	-0.364	0.072	0.209
O	7.196	10.908	30.59	0.108	-0.06	0.448
O	6.992	9.877	33.655	-0.239	-0.038	0.145
O	4.527	12.029	33.652	-0.012	-0.198	0.266
O	10.44	8.178	28.437	0.273	-0.087	0.089
O	8.97	13.459	32.859	-0.321	0.055	0.203
O	11.358	16.212	32.836	-0.195	-0.195	0.419
O	10.353	1.296	30.689	-0.07	0.073	0.214
O	15.082	1.478	33.797	0.124	0.166	0.328
O	12.959	3.665	33.677	-0.17	0.029	0.547
O	11.608	5.721	32.658	-0.126	-0.233	0.335
O	13.776	6.991	30.441	0.141	-0.062	0.302
O	12.425	9.564	0.018	-0.13	-0.061	-0.014
O	14.207	8.062	32.807	0.186	0.027	0.469
O	8.115	9.41	28.682	-0.069	0.007	0.119
O	10.816	10.754	32.882	0.138	-0.074	0.121
O	14.497	13.843	32.48	-0.174	-0.239	0.555
O	0.537	14.163	31.227	0.484	-0.098	0.057
O	16.411	6.381	21.823	0.028	0.241	-0.526
O	1.332	4.166	21.952	-0.076	0.045	-0.152
O	2.682	2.86	20.152	-0.178	0.169	0.359
O	3.78	1.788	22.218	0.057	-0.383	-0.385
O	16.413	11.646	21.326	-0.062	0.09	-0.412
O	1.225	9.285	21.802	-0.334	0.002	0.194
O	5.087	5.702	20.902	0.23	-0.191	-0.453
O	3.155	7.84	20.976	-0.039	0.164	-0.764
O	2.146	14.862	21.522	0.04	-0.299	0.37
O	0.213	0.187	20.989	-0.148	-0.227	-0.401
O	2.666	12.764	25.234	0.126	0.139	-0.091
O	3.923	12.915	21.569	0.049	-0.132	-0.03
O	9.502	5.577	24.484	-0.001	0.194	-0.301
O	6.452	3.739	21.947	-0.188	-0.052	-0.185
O	8.608	4.228	26.674	-0.182	0.193	0.041
O	13.739	2.467	26.849	-0.01	-0.09	0.02
O	7.564	9.454	22.053	-0.252	0.095	-0.276
O	5.617	10.984	21.065	0.06	0.192	-0.526
O	9.657	7.151	22.209	0.272	0.204	-0.236
O	11.094	5.379	21.123	0.166	-0.165	-0.401
O	7.115	14.141	21.552	-0.264	0.472	-0.023
O	4.812	15.433	21.264	0.24	0.352	0.059
O	9.052	12.468	22.006	0.167	-0.211	-0.223
O	8.822	14.615	23.494	0.101	-0.218	0.127
O	12.72	3.477	21.866	0.095	0.014	-0.031
O	15.105	4.324	22.62	0.037	0.201	-0.174
O	14.736	1.757	21.998	-0.201	0.115	-0.299
O	12.941	9.888	22.192	-0.149	0.053	-0.016
O	11.016	11.053	21.002	0.09	-0.053	-0.045
O	13.806	8.174	24.066	-0.006	0.034	-0.459
O	14.468	8.042	21.458	-0.123	-0.256	-0.105
O	10.925	16.382	21.017	0.028	0.082	0.188
O	8.814	0.739	22.398	0.136	0.351	-0.316
O	14.06	12.989	21.188	-0.1	-0.199	-0.02
O	12.55	14.804	22.168	0.126	0.003	-0.229
O	16.488	2.78	24.558	0.186	0.198	-0.333
O	15.009	4.526	25.854	-0.027	-0.113	-0.283
O	0.609	5.282	24.293	0.167	-0.154	-0.401
O	2.049	1.086	24.138	0.275	-0.124	-0.444
O	1.293	6.531	27.323	0.063	0.095	-0.111
O	15.337	6.247	28.427	0.079	-0.04	-0.23
O	2.545	10.118	25.372	-0.072	0.061	-0.073
O	15.521	9.975	23.152	-0.096	-0.016	0.249
O	10.847	11.806	25.692	0.013	0.016	-0.241
O	15.173	14.765	22.805	-0.111	-0.023	-0.151
O	3.686	14.594	23.595	0.352	-0.054	-0.214
O	13.611	12.903	23.815	-0.07	-0.232	-0.354
O	10.115	2.893	24.998	-0.144	-0.068	-0.381
O	7.659	3.701	24.272	-0.192	-0.002	-0.035
O	7.431	5.953	22.866	0.045	0.058	-0.4
O	5.309	5.034	24.088	0.238	-0.107	-0.133
O	6.77	10.185	24.515	0.092	-0.153	-0.013
O	8.255	8.013	24.243	-0.073	-0.154	-0.1
O	9.145	1.671	27.156	0.041	0.034	0.039
O	7.055	16.302	24.313	-0.152	-0.089	-0.44
O	1.062	3.832	26.757	-0.141	-0.059	-0.022
O	9.634	0.265	24.907	-0.032	-0.272	-0.26
O	13.583	2.868	24.239	0.142	-0.087	-0.44
O	14.443	4.275	30.065	-0.044	-0.031	0.172
O	12.77	13.622	26.194	-0.089	0.115	-0.267
O	13.989	9.301	26.467	-0.076	-0.161	-0.134
O	11.596	1.048	26.453	-0.196	0.025	-0.204
O	6.899	12.669	23.7	0.241	0.303	-0.285
O	13.534	0.29	28.281	0.071	0.133	0.152
O	15.954	0.256	24.474	-0.118	-0.067	-0.292
O	0.793	1.228	26.58	0.114	0.179	0.074
O	3.366	5.664	25.839	-0.145	0.067	-0.236
O	5.254	3.997	26.511	-0.196	-0.04	0.029
O	0.664	7.933	29.48	-0.213	-0.115	0.398
O	3.451	8.17	26.765	0.078	0.064	0.133
O	10.053	12.695	30.494	-0.057	-0.002	0.211
O	1.653	11.33	23.302	-0.329	0.147	-0.378
O	15.201	10.654	28.382	0.05	-0.111	0.143
O	15.179	14.358	25.428	-0.096	-0.102	-0.168
O	1.066	14.526	24.133	-0.113	-0.261	-0.452
O	4.452	11.348	23.97	0.088	-0.107	-0.468
O	4.614	0.854	24.488	0.029	-0.148	-0.334
O	3.47	3.25	24.579	-0.27	-0.146	-0.278
O	8.323	6.529	28.829	-0.008	0.224	0.028
O	10.543	5.818	27.459	-0.044	-0.186	0.034
O	9.448	9.649	26.427	-0.248	-0.267	-0.029
O	9.4	10.335	23.925	0.058	-0.092	-0.13
O	10.443	10.771	28.613	0.296	0.016	0.154
O	5.884	12.193	26.089	0.141	0.038	-0.195
O	5.801	12.266	28.847	-0.155	0.086	0.054
O	5.396	15.632	26.408	0.216	-0.167	0.133
O	9.531	9.692	30.871	0.294	0.264	0.11
O	14.567	1.475	30.44	0.117	0.257	0.348
O	12.362	4.559	25.952	-0.152	-0.026	-0.182
O	12.522	7.153	26.193	-0.19	0.024	-0.366
O	11.695	9.396	25.034	0.094	-0.138	-0.051
O	14.791	11.81	25.984	0.086	0.068	-0.079
O	1.708	9.855	27.877	-0.073	0.182	0.071
O	11.91	2.338	28.795	-0.049	0.415	0.397
O	10.859	13.249	27.967	0.11	-0.198	0.096
O	0.209	3.252	31.161	0.251	-0.011	0.071
O	16.026	2.631	28.618	-0.183	-0.076	0.122
O	4.007	1.328	30.469	-0.09	0.181	0.137
O	2.777	15.267	26.02	-0.193	0.016	-0.356
O	3.53	6.258	28.523	0.043	-0.008	0.171
O	0.885	5.393	29.898	0.175	-0.21	0.328
O	3.189	8.717	29.684	0.24	-0.221	0.071
O	4.11	10.809	27.419	0.232	0.003	0.204
O	0.684	10.342	30.238	0.068	-0.095	0.093
O	6.919	5.362	30.711	-0.118	-0.324	0.208
O	4.634	1.982	28.026	-0.02	0.079	0.123
O	6.471	1.642	26.164	-0.009	0.071	-0.09
O	7.021	2.995	28.316	0.224	-0.089	-0.044
O	7.437	8.088	30.885	-0.063	-0.029	0.187
O	5.753	7.364	29.119	-0.018	0	-0.005
O	10.634	6.234	30.159	0.205	-0.184	0.462
O	9.127	5.283	32.082	-0.104	-0.092	0.106
O	4.104	13.587	27.546	0.081	-0.115	0.049
O	9.455	3.348	29.148	-0.098	0.198	0.319
O	7.545	13.577	30.615	0.192	-0.137	0.257
O	8.363	12.331	28.499	-0.071	0.126	-0.081
O	12.424	16.094	30.55	-0.083	0.143	-0.066
O	11.188	3.775	30.989	-0.129	0.17	0.108
O	2.148	2.034	28.664	0.236	-0.107	0.021
O	2.63	15.94	31.634	-0.229	0.043	0.05
O	14.418	9.671	30.705	-0.263	-0.082	0.164
O	11.952	8.717	31.504	-0.396	-0.162	-0.093
O	12.896	5.557	28.366	-0.073	-0.19	0.263
O	9.776	15.215	30.953	0.034	0.015	0.173
O	12.762	11.392	27.564	-0.066	0.142	-0.119
O	15.218	12.315	30.42	0.039	0.096	0.264

Results
total energy: -108570.108 eV
total energy less fixed offsets of O -438.35, Si -107.03 eV per atom: 10.122 eV
